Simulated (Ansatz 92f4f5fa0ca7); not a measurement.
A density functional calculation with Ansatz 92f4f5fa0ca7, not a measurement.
Periodic cell of 223 atoms, Si133O90, from a study of silicon, its oxide and their interface. The atomic structure is a simulated model.
Doubt: the cutoff is low for norm-conserving oxygen, so forces and energies are approximate.
Doubt: the program's own warning below bears on the result.

Settings
functional: HSE06
potential files: SPMS norm-conserving
basis: plane waves
wave-function cutoff: 800 eV
density cutoff ratio: 4
exchange-correlation grid ratio: 1
k mesh: 1 x 1 x 1, Gamma-centred
occupations: fixed
spin: none
net charge: 0

Cell vectors (angstrom)
a  10.938  0  0
b  0  10.938  0
c  0  0  32.4471

Atoms: element, x, y, z (angstrom)
Si  0.371  -0.2622  25.0098
Si  5.1204  0.1839  25.0267
Si  2.9086  2.4503  24.8873
Si  7.9924  2.8959  24.9681
Si  -0.2626  5.5546  25.1353
Si  5.8045  5.152  25.081
Si  2.5689  8.4058  24.8878
Si  8.5506  7.889  24.8365
Si  1.4244  1.3344  26.3475
Si  6.8065  1.3137  26.2519
Si  4.106  4.0261  26.2545
Si  9.4946  4.032  26.4147
Si  1.409  6.799  26.2353
Si  6.9209  6.8347  26.2631
Si  4.0498  9.533  26.3524
Si  9.6164  9.526  26.2066
Si  2.75  -0.0142  27.7297
Si  8.2264  -0.0349  27.6033
Si  0.0182  2.7004  27.6771
Si  5.477  2.6975  27.6641
Si  2.7658  5.4433  27.6251
Si  8.1958  5.4782  27.721
Si  0.0325  8.175  27.6382
Si  5.4995  8.1776  27.6361
Si  4.1018  1.3673  29.0289
Si  9.5708  1.3673  29.0289
Si  1.3673  4.1018  29.0289
Si  6.8362  4.1018  29.0289
Si  4.1018  6.8362  29.0289
Si  9.5708  6.8362  29.0289
Si  1.3673  9.5708  29.0289
Si  6.8362  9.5708  29.0289
Si  0  0  30.3961
Si  5.469  0  30.3961
Si  2.7345  2.7345  30.3961
Si  8.2035  2.7345  30.3961
Si  0  5.469  30.3961
Si  5.469  5.469  30.3961
Si  2.7345  8.2035  30.3961
Si  8.2035  8.2035  30.3961
Si  1.3673  1.3673  31.7634
Si  6.8362  1.3673  31.7634
Si  4.1018  4.1018  31.7634
Si  9.5708  4.1018  31.7634
Si  1.3673  6.8362  31.7634
Si  6.8362  6.8362  31.7634
Si  4.1018  9.5708  31.7634
Si  9.5708  9.5708  31.7634
Si  2.7345  0  0.6835
Si  8.2035  0  0.6835
Si  0  2.7345  0.6835
Si  5.469  2.7345  0.6835
Si  2.7345  5.469  0.6835
Si  8.2035  5.469  0.6835
Si  0  8.2035  0.6835
Si  5.469  8.2035  0.6835
Si  4.1018  1.3673  2.0507
Si  9.5708  1.3673  2.0507
Si  1.3673  4.1018  2.0507
Si  6.8362  4.1018  2.0507
Si  4.1018  6.8362  2.0507
Si  9.5708  6.8362  2.0507
Si  1.3673  9.5708  2.0507
Si  6.8362  9.5708  2.0507
Si  0  0  3.418
Si  5.469  0  3.418
Si  2.7345  2.7345  3.418
Si  8.2035  2.7345  3.418
Si  0  5.469  3.418
Si  5.469  5.469  3.418
Si  2.7345  8.2035  3.418
Si  8.2035  8.2035  3.418
Si  1.3152  1.3878  4.6646
Si  6.7625  1.435  4.7453
Si  4.1127  4.1369  4.8173
Si  9.54  4.1505  4.8603
Si  1.4005  6.7951  4.7668
Si  6.7825  6.8928  4.814
Si  4.0694  9.6069  4.8884
Si  9.6352  9.5517  4.7279
Si  2.5258  0.0785  6.1149
Si  8.2564  0.0884  5.9061
Si  0.0583  2.6988  6.0816
Si  5.4803  2.784  6.2363
Si  2.7656  5.5379  6.2157
Si  8.1247  5.5937  6.2544
Si  0.0645  8.1723  6.1043
Si  5.4897  8.239  6.3384
Si  3.713  1.6584  7.3485
Si  9.4803  1.4364  7.3834
Si  1.5662  3.896  7.4026
Si  6.5667  4.4284  7.6353
Si  4.2715  6.6687  7.7164
Si  9.4315  7.1711  7.5352
Si  1.3235  9.5014  7.5828
Si  7.2119  9.6012  7.3765
O  9.6585  6.7063  24.545
O  4.0386  1.3152  24.4696
O  8.6384  8.794  8.222
O  2.7089  2.8204  7.9647
O  6.895  4.0455  24.4857
O  1.44  9.5368  24.4278
O  5.3301  5.4513  7.9312
O  -1.3191  0.4199  8.6924
O  7.0634  4.1342  9.1867
O  6.7244  10.6345  8.5625
O  9.9454  6.5559  8.9172
O  0.2806  9.4413  8.9017
O  4.2029  0.7089  8.5845
O  0.6449  4.5028  8.5614
O  8.8095  2.7716  8.0615
O  3.8495  7.0843  9.2811
O  8.151  8.3498  23.3067
O  8.6986  2.2506  23.6228
O  5.163  5.9249  23.7925
O  2.188  2.9284  23.4579
O  10.8355  0.6335  23.7173
O  0.1835  4.6151  23.8656
O  3.37  7.8709  23.5222
O  5.621  10.2678  23.7058
Si  7.6277  2.4447  18.8836
Si  3.8549  6.4017  22.9648
Si  -3.9718  12.4295  11.4563
Si  15.8538  5.1503  15.2905
Si  6.9198  3.4714  13.6901
Si  8.1241  5.3514  19.8832
Si  -0.0354  3.0367  15.0754
Si  4.9993  1.9585  20.55
Si  3.6201  2.5719  16.3548
Si  9.5889  1.1465  22.8133
Si  8.4644  3.3614  9.5689
Si  -1.2485  9.2985  19.3527
Si  8.6964  -0.9156  12.3375
Si  10.1566  11.2759  14.7776
Si  5.9822  6.1629  18.0197
Si  17.5483  1.7472  16.3231
Si  -0.7143  1.2738  19.8986
Si  5.3561  10.9068  9.4275
Si  12.0406  3.1386  18.0735
Si  12.3799  8.1066  19.4264
Si  -2.7405  -1.6301  21.9886
Si  2.2896  9.4465  12.5791
Si  9.3249  16.2988  13.931
Si  3.4455  10.3401  20.0128
Si  10.8443  5.376  9.7787
Si  5.3035  5.0697  20.6872
Si  5.525  10.4401  22.0886
Si  3.8809  -2.4917  17.7415
Si  1.9156  1.0798  14.2548
Si  3.4601  8.6233  9.7125
Si  3.1769  7.7518  14.8353
Si  -1.25  9.84  9.25
Si  1.477  4.3182  22.9328
Si  0.3907  5.3592  20.1957
Si  8.5518  8.0205  14.5943
Si  8.1123  9.9885  16.7209
Si  11.2731  -3.3817  13.85
O  7.5796  2.6381  17.28
O  8.3394  4.2114  13.2856
O  9.4443  -0.3143  16.0625
O  3.6694  12.0084  20.0499
O  2.635  9.0956  11.0208
O  5.2878  -3.3034  17.9197
O  2.7159  9.0753  8.322
O  -0.5371  -4.5979  13.1471
O  8.1754  -2.2626  13.1128
O  16.5788  1.1114  21.7983
O  5.8991  5.4328  16.5719
O  2.5903  7.6427  18.3623
O  10.4998  10.6263  19.8286
O  6.9369  2.2883  14.8277
O  5.8324  15.544  14.0724
O  7.6851  8.6995  15.8009
O  2.6664  13.711  17.6913
O  10.1773  1.8127  21.4468
O  4.0755  9.8545  18.5694
O  10.3335  4.5317  14.8985
O  8.7331  1.3276  19.2469
O  6.1528  12.9461  19.4011
O  9.6912  5.6895  20.2787
O  8.1774  2.0941  10.5532
O  17.848  0.1541  16.602
O  0.946  4.3688  21.3944
O  6.9071  5.3966  21.0289
O  -1.6939  9.6828  10.7984
O  -3.4548  0.1553  12.229
O  11.7731  4.6067  18.7897
O  8.5044  -1.4226  18.2405
O  10.1603  8.2431  14.8603
O  -0.042  8.3625  18.7593
O  7.5343  6.2334  18.6044
O  2.0117  9.5082  20.1187
O  1.1884  13.5034  14.0442
O  5.0789  2.0199  16.7865
O  3.7638  4.0517  15.668
O  11.4085  2.0404  19.1034
O  3.4021  8.7413  13.5522
O  4.8809  9.4231  9.8634
O  5.678  0.9958  10.6132
O  8.6938  10.7844  22.4551
O  4.2148  6.5135  14.7842
O  6.6919  -1.4123  21.4229
O  4.3421  6.1959  21.4145
O  2.3032  0.1484  12.9298
O  -1.1134  -0.2217  13.2804
O  0.8186  11.0963  15.0575
O  3.1441  12.3676  15.2651
O  5.1206  5.2444  19.074
O  0.3499  3.0089  16.651
O  4.1796  9.8485  21.3896
O  9.5994  4.3088  10.1951
O  12.1211  6.793  20.3906
O  -1.1929  1.9216  14.7965
O  6.3952  2.6811  12.3789
O  0.8386  8.7245  12.818
O  0.8592  5.9833  10.8232
O  1.6444  7.1504  14.7606
O  9.0511  8.675  20.7448
O  2.5658  5.4726  23.2464
O  -2.7113  3.7877  19.5133
O  14.4541  8.6524  16.1656
O  4.7683  3.5295  21.0314
O  8.2655  -4.5257  14.6305

Results
free energy: -55378.846 eV
free energy less fixed offsets of O -447.96, Si -113.29 eV per atom: 5.124 eV
gap between the highest filled and lowest empty level on this k mesh: 1.222 eV

The program warned: the cutoff lies below the one the program advises for these potential files; the model core charge is not resolved on the grid; the forces do not sum to zero within the program's tolerance; the exchange-correlation potential is rough where the density is thin.
